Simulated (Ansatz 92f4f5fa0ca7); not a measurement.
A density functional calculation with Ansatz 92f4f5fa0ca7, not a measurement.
Periodic cell of 159 atoms, Si96O61N2, from a study of silicon, its oxide and their interface. The atomic structure is a simulated model.

Settings: functional r2SCAN; potential files Ansatz norm-conserving; basis plane waves; wave-function cutoff 1300 eV; density cutoff ratio 4; exchange-correlation grid ratio 1; k mesh 2 x 2 x 1, shifted by 0.5 0.5 0.5 of a step; self-consistency stop 5e-08 eV per atom in the density residual; occupations Fermi-Dirac, 0.05 eV; spin none; net charge 0.

Cell vectors (angstrom)
a  10.88  0  0
b  0  10.88  0
c  0  0  23.1287

Atoms: element, x, y, z (angstrom)
Si  0.4468  1.0997  -0.8993
Si  3.205  1.8819  0.9777
Si  1.7444  9.2041  0.1253
Si  3.9008  9.3658  -0.6378
Si  5.1083  0.2341  -0.9745
Si  9.0556  2.8294  -0.2909
Si  6.2024  6.8064  -0.7321
Si  9.9388  7.9117  -1.4093
Si  0.7889  0.9015  1.7653
Si  4.0692  4.5029  1.3925
Si  0.846  7.0748  0.614
Si  4.5766  9.9113  1.4182
Si  6.8393  0.9129  1.2322
Si  9.5688  4.4752  1.1556
Si  6.2131  6.388  1.7689
Si  9.9867  9.1925  0.5119
Si  -0.006  2.8106  2.7229
Si  2.6631  0.0025  2.8228
Si  -0.0298  8.2406  2.7441
Si  2.6174  5.4461  2.764
Si  5.4098  2.7527  2.7961
Si  8.2032  0.0007  2.7199
Si  5.4858  8.1731  2.7594
Si  8.1423  5.4315  2.7163
Si  1.36  4.08  4.1096
Si  4.08  1.36  4.1096
Si  1.36  9.52  4.1096
Si  4.08  6.8  4.1096
Si  6.8  4.08  4.1096
Si  9.52  1.36  4.1096
Si  6.8  9.52  4.1096
Si  9.52  6.8  4.1096
Si  0  0  5.4794
Si  2.72  2.72  5.4794
Si  0  5.44  5.4794
Si  2.72  8.16  5.4794
Si  5.44  0  5.4794
Si  8.16  2.72  5.4794
Si  5.44  5.44  5.4794
Si  8.16  8.16  5.4794
Si  1.36  1.36  6.8493
Si  4.08  4.08  6.8493
Si  1.36  6.8  6.8493
Si  4.08  9.52  6.8493
Si  6.8  1.36  6.8493
Si  9.52  4.08  6.8493
Si  6.8  6.8  6.8493
Si  9.52  9.52  6.8493
Si  -0.0414  2.7148  8.1954
Si  2.7684  -0.0308  8.1808
Si  -0.0898  8.1619  8.1803
Si  2.7683  5.3634  8.1833
Si  5.4697  2.771  8.269
Si  8.1521  -0.0676  8.2108
Si  5.3988  8.1595  8.1907
Si  8.1515  5.3974  8.2139
Si  0.4106  4.3491  10.042
Si  2.7642  1.7129  9.7983
Si  1.2205  9.7336  9.3799
Si  4.1505  6.5438  10.0744
Si  7.073  3.7719  9.6762
Si  8.2058  1.1165  10.5308
Si  7.3089  9.1946  9.6204
Si  9.5236  7.2261  9.5371
Si  -0.3428  0.1978  10.8898
Si  1.8671  3.4526  11.6185
Si  -0.9109  4.7116  12.5046
Si  2.3723  8.1967  10.3516
Si  6.5693  -0.9245  11.9371
Si  7.0887  2.0584  13.6213
Si  6.0475  6.0318  11.8186
Si  8.2287  8.054  11.6193
Si  1.4648  6.9826  13.354
Si  2.3423  11.4935  19.0259
Si  4.0621  5.6149  16.2275
Si  1.1213  8.9304  15.7514
Si  6.0633  5.0886  18.716
Si  9.9132  2.0666  14.6352
Si  3.9401  4.683  13.6076
Si  8.385  10.7919  13.0715
Si  -5.6221  12.0645  17.8993
Si  1.2188  0.301  13.501
Si  1.154  13.2028  17.0177
Si  4.3297  8.8124  15.911
Si  4.7665  0.2358  13.7082
Si  1.4894  7.0643  17.51
Si  -6.943  13.3407  15.3569
Si  0.1612  4.7455  18.6526
Si  -5.2079  8.233  18.9586
Si  1.8982  3.0657  20.8285
Si  2.777  8.9572  19.8721
Si  1.347  6.7276  20.3131
Si  4.2179  5.0142  20.6951
Si  8.7607  3.608  19.7913
Si  7.2424  11.9269  19.5642
Si  7.2382  9.1798  20.5192
O  -1.0546  1.5749  -1.2408
O  1.0355  2.6707  22.5417
O  -2.2832  2.0054  19.8995
O  4.2155  1.3438  22.8945
O  -1.9963  8.6075  20.5056
O  -2.8092  10.7059  20.2026
O  3.0279  9.9892  21.2925
O  4.6755  8.1239  -0.1497
O  5.9623  0.8737  20.8862
O  3.1134  4.0551  -1.8262
O  4.4138  8.9743  19.8742
O  7.7717  1.9593  23.6504
O  5.2703  5.5257  21.9452
O  2.9093  6.2086  20.18
O  10.3811  6.1307  21.649
O  6.2222  10.893  -0.0531
O  -3.9879  0.6794  11.0966
O  1.6416  1.6015  11.0634
O  3.3378  3.7708  12.2395
N  3.8034  -6.809  15.0863
O  -0.4882  5.6618  9.7962
O  -0.6171  6.1427  13.2765
O  0.6713  10.2562  14.8653
O  0.8402  7.8681  14.5667
O  4.9372  -0.7237  12.3834
O  6.4173  0.6758  14.4207
O  8.2364  3.079  14.3517
O  1.781  -3.2408  11.7926
O  6.753  4.9704  10.8576
O  9.2446  8.7683  12.8161
O  5.4816  5.4235  13.1628
O  0.5004  8.1223  17.1567
O  2.5875  5.7595  13.4131
O  4.6423  9.8447  14.7663
O  -0.3294  13.4697  16.0728
O  1.1433  12.2318  18.2662
O  2.733  9.2163  16.0625
O  -8.2518  12.7427  15.9729
O  -9.6135  8.3031  21.1231
O  5.0809  5.2285  17.269
O  8.4989  3.9063  21.5178
O  7.3363  4.0337  18.8515
O  -1.2842  4.6673  18.9122
O  4.4644  7.047  15.4505
O  2.4417  6.012  16.6218
O  9.2299  10.9067  14.4319
O  10.9607  12.5748  13.528
O  -4.4818  6.7177  19.1172
O  -4.2192  8.043  21.6043
O  2.3806  1.8783  19.9215
O  1.7734  -0.7129  19.1895
O  -5.3607  13.058  16.5244
O  0.8743  10.6988  12.0343
O  5.1379  8.3655  17.3864
O  4.4793  12.7314  14.0539
O  1.0423  3.8906  17.5945
O  2.7722  0.5034  13.5393
O  2.4599  7.9129  18.3898
O  4.7978  4.2037  19.6302
O  -7.1629  11.3681  17.9571
O  -4.3988  11.1237  18.271
O  1.1001  3.9866  19.8381
N  0.7306  6.1206  18.8829

Results
free energy: -40108.700 eV
free energy less fixed offsets of N -289.75, O -463.61, Si -117.95 eV per atom: 74.210 eV
pressure: -1.94 GPa
stress xx, yy, zz, yz, xz, xy (GPa, positive in tension): 3.18, 1.52, 1.13, 0.59, -0.3, -1.22

Forces (eV/angstrom), in the order of the atoms: element, x, y, z
Si  0.8101  -0.6609  1.4338
Si  0.9769  1.3528  -0.8637
Si  -2.8938  -0.0141  1.028
Si  0.2834  1.0045  -0.6219
Si  -2.4923  2.6647  -6.6839
Si  -2.7346  -1.3648  -2.8674
Si  -3.1264  -0.5302  4.6588
Si  -1.228  -2.4282  -1.7833
Si  0.6505  -0.2456  -1.001
Si  1.6371  -1.5436  -0.0024
Si  -0.421  -0.838  2.2904
Si  -0.8464  0.2174  3.0758
Si  -1.5048  0.2196  0.296
Si  2.3631  -0.0549  1.6216
Si  0.6942  -2.0782  -2.4386
Si  1.062  0.5106  1.1041
Si  -0.9469  0.9915  -0.1636
Si  0.6016  -0.3126  -0.4303
Si  -0.2156  -0.9736  -1.2873
Si  0.008  1.0631  0.6466
Si  -0.2882  -0.362  -1.2512
Si  0.3148  -1.4053  1.2917
Si  -1.1842  1.5419  0.9264
Si  -0.4875  -0.0084  0.0415
Si  -0.2393  -0.0301  0.3329
Si  -0.1525  0.1227  0.4303
Si  -0.2356  -0.095  0.4533
Si  -0.6424  0.0543  -0.2054
Si  0.3543  -0.3698  0.3642
Si  0.0463  0.4115  -0.4098
Si  0.7776  0.1226  0.1091
Si  -0.0471  0.2057  -0.4466
Si  -0.0409  -0.1102  -0.0489
Si  0.1347  0.0388  0.0708
Si  0.1371  -0.2069  -0.0904
Si  -0.1303  -0.1728  0.1656
Si  -0.0122  0.0655  -0.0272
Si  -0.1826  0.0449  0.1524
Si  0.0234  0.2158  -0.1375
Si  -0.1286  -0.0211  0.1042
Si  0.0013  0.2464  0.2176
Si  0.5048  -0.5398  -0.062
Si  0.0338  -0.2602  0.4487
Si  0.3456  -0.0633  -0.2118
Si  -0.1737  0.0135  0.6053
Si  0.0633  0.0772  -0.1212
Si  -0.2895  -0.33  0.1577
Si  -0.0673  0.4546  -0.4065
Si  0.219  0.0976  0.8219
Si  -0.4495  0.9667  -0.0516
Si  2.8992  1.6957  -2.2366
Si  -0.6863  0.7353  1.5149
Si  -0.5095  -0.2876  0.1863
Si  -0.0172  0.9777  0.7441
Si  0.69  -1.0833  1.9694
Si  -0.0612  0.8037  0.3366
Si  0.4683  -0.3223  -2.3776
Si  0.2726  1.0472  -0.1986
Si  -2.1783  0.8598  -0.5627
Si  -0.3006  1.5319  -1.9172
Si  0.8781  0.7437  0.3833
Si  5.2685  2.9844  -3.3193
Si  -1.2636  -1.2035  -1.1938
Si  -3.7208  -4.134  3.1096
Si  1.7182  -0.438  0.0791
Si  -0.4576  -1.6074  0.1821
Si  0.789  1.3545  0.8573
Si  1.5862  -2.6169  1.8303
Si  -1.4306  1.6906  -1.4393
Si  -0.0955  0.1806  0.2867
Si  0.4568  1.9483  -2.2728
Si  2.262  -0.3622  1.0287
Si  -1.4093  -1.2766  -2.3776
Si  3.7518  5.4699  -4.1283
Si  -4.475  2.5141  -3.4947
Si  1.0588  2.2679  -1.2546
Si  -0.8508  -1.496  -1.1504
Si  -3.7711  -1.0777  1.3554
Si  -1.1715  2.1481  -6.2107
Si  1.9102  -2.3118  1.2872
Si  -1.699  2.8961  -1.7567
Si  -0.7086  0.0523  2.3963
Si  -0.2714  2.3123  -2.4835
Si  -0.9413  -4.2143  1.4454
Si  -1.3911  -0.0201  2.1233
Si  4.3864  -6.4791  4.0673
Si  3.0341  -0.4394  3.603
Si  7.2209  -7.3192  0.0984
Si  -0.1231  2.1049  -0.723
Si  -0.241  2.1363  3.6115
Si  -2.5379  1.196  -1.3234
Si  -0.2512  -0.5177  1.7931
Si  -5.9886  4.7553  7.5331
Si  -5.2508  0.7817  3.0857
Si  -1.7845  -0.9432  3.2198
Si  4.3847  0.4063  -2.2741
O  -1.8386  1.5678  2.443
O  2.6855  0.5891  -4.3775
O  -0.731  0.9878  -3.207
O  -2.4255  2.1438  0.6409
O  1.6131  -2.7849  2.5004
O  -1.8903  -3.3184  0.8364
O  -2.6186  -0.8914  -2.1977
O  1.2983  -4.4118  -0.3511
O  -0.3459  0.7945  -2.0893
O  -0.8415  -2.0485  1.5877
O  1.1702  -2.9419  -1.9859
O  2.8736  2.9535  -2.5468
O  -0.7927  0.5401  -3.292
O  1.9021  -0.1591  2.1858
O  1.3927  4.5376  -2.0339
O  8.4124  -0.9044  7.1848
O  -5.9856  -3.0161  1.6458
O  1.3996  3.746  -1.2094
O  1.631  0.52  1.664
N  1.0079  4.1702  2.8498
O  0.6247  0.7751  0.7672
O  2.7849  -1.3999  -1.3699
O  1.0823  0.4991  0.5574
O  1.9208  -2.1657  -1.4095
O  1.6051  1.1433  -0.8903
O  0.3096  0.1275  -2.1449
O  3.5004  -2.9802  0.8047
O  -1.2538  -0.4607  3.1292
O  0.1949  -1.8204  -0.5265
O  -2.4836  0.467  -2.4693
O  -3.4605  -2.02  2.1684
O  -4.0295  5.1691  -5.9078
O  -0.5523  1.9376  1.0382
O  1.12  -0.2401  1.1643
O  1.1684  -2.2261  -0.5774
O  -2.59  0.3295  -4.4779
O  -0.9651  -1.4875  0.5186
O  -4.6136  0.9037  2.8791
O  0.7485  -3.0269  -3.8495
O  4.1351  -1.3918  4.628
O  1.2481  -1.1773  -1.7686
O  -1.6558  1.7733  0.5071
O  -5.3745  -1.9645  1.1354
O  -0.5173  0.8059  -0.0642
O  -0.0351  0.5779  0.3898
O  -0.2959  3.2412  0.8682
O  2.4808  -0.5537  -0.2031
O  -1.8238  -2.4519  -0.3441
O  1.6626  2.2064  -1.7732
O  3.0183  0.1739  3.851
O  -0.8656  -7.8124  2.0606
O  -3.9124  -1.2802  0.6764
O  -3.2353  -2.3429  -0.2007
O  0.0613  1.7644  -0.5407
O  0.7415  -0.4901  -1.9626
O  -0.1777  -1.5119  -2.8367
O  0.6307  -1.3048  -0.006
O  3.0824  2.5062  4.7568
O  5.9697  -0.7196  -7.0952
O  0.5699  0.7885  2.0131
O  1.3448  -0.4849  -0.3407
O  -2.4553  -0.4023  2.1025
N  2.044  9.3301  -2.1667
